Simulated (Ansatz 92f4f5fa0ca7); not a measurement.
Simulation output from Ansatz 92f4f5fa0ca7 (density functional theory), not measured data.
Periodic cell of 282 atoms, Si194O88, from a study of silicon, its oxide and their interface. The atomic structure is a simulated model.
Doubt: the cutoff is far below the 930 eV that the study's wrapper takes by default for these files, so forces and energies are approximate.
This geometry differs little from another in the collection (a relaxation step or a small displacement).

Settings
functional: PBE
potential files: Ansatz PAW
basis: plane waves
wave-function cutoff: 580 eV
density cutoff ratio: 5
exchange-correlation grid ratio: 1
k mesh: 1 x 1 x 1, Gamma-centred
self-consistency stop: 5e-08 eV per atom in the density residual
occupations: fixed
spin: none
net charge: 0

Cell vectors (angstrom)
a, 11.6015, 0, 0
b, 0, 10.938, 0
c, 0, 0, 40.6694

Atoms and the computed forces on them: element, x, y, z (angstrom), force x, y, z (eV/angstrom)
Si, 0, 0, 0.9665, 0.0029, 0.0679, 0.0015
Si, 3.8672, 0, 0.9665, 0.0052, 0.0286, 0.0036
Si, 7.7343, 0, 0.9665, -0.0058, 0.0261, -0.0106
Si, 1.9336, 1.3673, 0.9665, 0.0083, -0.0374, 0.0078
Si, 5.8008, 1.3673, 0.9665, -0.0016, -0.0285, -0.0008
Si, 9.6679, 1.3673, 0.9665, -0.0067, -0.0394, -0.004
Si, 0, 5.469, 0.9665, 0.002, 0.0763, -0.0113
Si, 3.8672, 5.469, 0.9665, 0.008, 0.009, 0.02
Si, 7.7343, 5.469, 0.9665, -0.0105, 0.0298, -0.0124
Si, 1.9336, 6.8362, 0.9665, 0.0074, -0.0511, 0.0001
Si, 5.8008, 6.8362, 0.9665, -0.001, 0.0046, 0.0207
Si, 9.6679, 6.8362, 0.9665, -0.0068, -0.0749, -0.0105
Si, 1.9336, 2.7345, 39.7024, -0.0099, 0.0231, -0.0002
Si, 5.8008, 2.7345, 39.7024, -0.005, 0.0221, 0.0029
Si, 9.6679, 2.7345, 39.7024, 0.0002, 0.052, -0.0301
Si, 0, 4.1018, 39.7024, -0.0026, -0.0957, -0.0151
Si, 3.8672, 4.1018, 39.7024, -0.0004, 0.0519, 0.0625
Si, 7.7343, 4.1018, 39.7024, -0.0128, -0.0432, -0.0064
Si, 1.9336, 8.2035, 39.7024, 0.0061, 0.0536, -0.0061
Si, 5.8008, 8.2035, 39.7024, -0.0084, -0.0626, 0.0593
Si, 9.6679, 8.2035, 39.7024, -0.0106, 0.0948, -0.0203
Si, 0, 9.5708, 39.7024, -0.0102, -0.0647, -0.0205
Si, 3.8672, 9.5708, 39.7024, -0.0045, -0.007, 0.0204
Si, 7.7343, 9.5708, 39.7024, 0.0005, -0.0279, -0.0042
Si, 0, 0, 4.8337, 0.0258, -0.0234, 0.2272
Si, 3.8672, 0, 4.8337, -0.0116, -0.0208, 0.0414
Si, 7.7343, 0, 4.8337, 0.0225, -0.0379, -0.0031
Si, 1.9336, 1.3673, 4.8337, 0.0097, -0.0695, 0.0531
Si, 5.8008, 1.3673, 4.8337, -0.0094, -0.0228, -0.0415
Si, 9.6679, 1.3673, 4.8337, 0.0444, -0.0458, -0.0385
Si, 0, 5.469, 4.8337, 0.036, 0.0752, 0.0118
Si, 3.8672, 5.469, 4.8337, -0.0174, 0.0155, 0.0656
Si, 7.7343, 5.469, 4.8337, 0.0353, 0.0873, -0.2157
Si, 1.9336, 6.8362, 4.8337, 0.0084, -0.0985, -0.0663
Si, 5.8008, 6.8362, 4.8337, -0.0051, -0.0478, 0.0011
Si, 9.6679, 6.8362, 4.8337, 0.0438, -0.0869, 0.0248
Si, 1.9336, 2.7345, 2.9001, 0.0086, 0.042, -0.0004
Si, 5.8008, 2.7345, 2.9001, 0.0048, 0.005, -0.0299
Si, 9.6679, 2.7345, 2.9001, 0.0014, 0.0152, -0.0231
Si, 0, 4.1018, 2.9001, 0.0077, -0.0656, 0.0178
Si, 3.8672, 4.1018, 2.9001, 0.0085, -0.0346, 0.0241
Si, 7.7343, 4.1018, 2.9001, 0.0009, 0.0007, -0.0218
Si, 1.9336, 8.2035, 2.9001, 0.0107, 0.0428, 0.006
Si, 5.8008, 8.2035, 2.9001, 0.0023, 0.0082, 0.0036
Si, 9.6679, 8.2035, 2.9001, 0.005, 0.0592, 0.0105
Si, 0, 9.5708, 2.9001, 0.004, -0.0724, 0.0155
Si, 3.8672, 9.5708, 2.9001, 0.0125, -0.0238, -0.0043
Si, 7.7343, 9.5708, 2.9001, -0.0006, -0.001, -0.0228
Si, -0.0108, 0.1139, 30.2933, -0.0048, 0.0009, 0.0176
Si, 3.7878, 0.0984, 30.231, 0.0034, -0.0064, 0.0063
Si, 7.6246, -0.0209, 30.1906, -0.0002, 0.0072, 0.0076
Si, 1.901, 1.4666, 30.2604, -0.0015, -0.0042, 0.0073
Si, 5.7449, 1.3785, 30.1109, -0.006, 0.0045, 0.0039
Si, 9.5573, 1.295, 30.2823, 0.0016, -0.0002, 0.0187
Si, 0.0421, 5.4715, 29.4784, 0.002, 0.0081, 0.0081
Si, 3.8918, 5.4166, 30.3673, 0.0201, -0.0155, 0.0176
Si, 7.4831, 5.578, 29.808, 0.0068, 0.0038, 0.0089
Si, 2.0824, 6.7986, 29.8006, -0.008, -0.0056, 0.0073
Si, 5.6636, 6.9565, 30.3807, -0.0198, 0.0131, 0.0164
Si, 9.5262, 6.8902, 29.4702, -0.0033, -0.0063, 0.0092
Si, 1.847, 2.875, 32.0911, 0.018, 0.0059, -0.0056
Si, 5.7892, 2.7695, 32.0257, -0.0114, 0.0038, -0.0138
Si, 9.6184, 2.9376, 31.9295, -0.0137, 0.0077, -0.0194
Si, -0.0348, 4.3022, 31.7476, -0.0024, -0.0045, -0.0133
Si, 3.8397, 4.0798, 32.2375, -0.0087, 0.0006, -0.0099
Si, 7.6561, 4.2451, 31.8635, 0.0196, -0.0019, -0.0027
Si, 1.9407, 8.1192, 31.8656, -0.0189, 0.0005, -0.0041
Si, 5.7618, 8.2695, 32.2616, 0.0056, -0.0007, -0.0077
Si, 9.6154, 8.0663, 31.734, 0.009, 0.0038, -0.0142
Si, -0.0289, 9.4127, 31.9392, 0.0117, -0.0076, -0.0193
Si, 3.8133, 9.5847, 32.0862, 0.02, -0.0008, -0.0122
Si, 7.7282, 9.5062, 32.0438, -0.0199, -0.0073, -0.0056
Si, -0.0573, -0.036, 33.8425, 0.0022, 0.0078, 0.0119
Si, 3.8117, 0.0585, 33.952, -0.0007, 0.0038, 0.0047
Si, 7.7691, 0.0264, 33.9032, 0.0037, 0.0087, 0.0037
Si, 1.844, 1.3758, 33.9216, -0.0057, -0.0058, 0.0039
Si, 5.8069, 1.3523, 33.912, -0.0004, -0.0065, 0.0035
Si, 9.67, 1.4388, 33.8342, -0.0002, -0.0065, 0.0098
Si, -0.0339, 5.5084, 33.8069, 0.0085, 0.0162, -0.0002
Si, 3.8406, 5.5042, 34.0646, 0.0068, 0.0064, 0.0061
Si, 7.7061, 5.4934, 33.882, 0.0003, 0.0118, 0.0008
Si, 1.9117, 6.8424, 33.8724, -0.0018, -0.0123, 0.0001
Si, 5.7798, 6.8274, 34.0747, -0.0063, -0.0037, 0.0031
Si, 9.6344, 6.8494, 33.8008, -0.0105, -0.0179, -0.0002
Si, 1.8795, 2.7357, 35.8504, 0.0035, 0.0006, 0.006
Si, 5.8022, 2.7307, 35.8389, -0.002, 0.0001, 0.0099
Si, 9.6704, 2.7367, 35.8205, -0.001, -0.0013, 0.0048
Si, -0.0247, 4.1362, 35.7862, -0.0014, -0.0087, 0.0088
Si, 3.84, 4.0583, 35.8952, -0.0005, 0.0049, -0.0007
Si, 7.7357, 4.1014, 35.813, 0.0032, -0.0007, 0.005
Si, 1.9003, 8.2175, 35.8139, -0.0024, 0.0009, 0.0069
Si, 5.7981, 8.263, 35.9056, -0.0006, -0.005, -0.0024
Si, 9.6542, 8.1913, 35.7912, 0.002, 0.0089, 0.0091
Si, -0.036, 9.5828, 35.8182, 0.0019, 0.0019, 0.0043
Si, 3.8355, 9.5867, 35.85, 0.003, 0.0013, 0.0076
Si, 7.7524, 9.5935, 35.8369, -0.0037, -0.0026, 0.0069
Si, 0, 0, 37.7688, -0.0457, 0.0375, -0.0392
Si, 3.8672, 0, 37.7688, -0.0605, 0.114, 0.1164
Si, 7.7343, 0, 37.7688, 0.0656, 0.1087, 0.0749
Si, 1.9336, 1.3673, 37.7688, -0.1002, -0.0546, 0.0979
Si, 5.8008, 1.3673, 37.7688, 0.0369, -0.0666, 0.0143
Si, 9.6679, 1.3673, 37.7688, 0.0221, 0.0059, -0.0567
Si, 0, 5.469, 37.7688, -0.0357, 0.0962, -0.202
Si, 3.8672, 5.469, 37.7688, -0.0312, -0.0038, 0.2209
Si, 7.7343, 5.469, 37.7688, 0.0278, 0.0162, -0.144
Si, 1.9336, 6.8362, 37.7688, -0.0571, 0.0169, -0.1651
Si, 5.8008, 6.8362, 37.7688, 0.0185, 0.0409, 0.2483
Si, 9.6679, 6.8362, 37.7688, -0.0042, -0.0434, -0.2153
Si, 1.944, 2.7242, 6.7774, 0.0008, 0.002, -0.0042
Si, 5.8169, 2.7523, 6.7485, 0.0021, -0.0007, -0.0078
Si, 9.701, 2.7441, 6.7526, -0.0037, -0.0042, -0.0033
Si, 0.0301, 4.1032, 6.7698, -0.0005, -0.0002, -0.0075
Si, 3.8684, 4.1027, 6.7807, 0.0008, 0.0037, -0.0033
Si, 7.7596, 4.0994, 6.7326, 0.0003, 0.0049, -0.002
Si, 1.9471, 8.1772, 6.7713, -0.0003, 0.001, -0.003
Si, 5.8082, 8.1888, 6.774, -0.001, -0.0092, -0.0041
Si, 9.6986, 8.1826, 6.7815, 0.0005, 0.0027, -0.006
Si, 0.0261, 9.5539, 6.7984, 0, 0.0024, -0.0062
Si, 3.8718, 9.5542, 6.7681, 0.0005, -0.0028, -0.0094
Si, 7.7586, 9.5414, 6.7519, -0.0027, 0.0033, -0.0057
Si, 0.0364, -0.0364, 8.7668, 0.0027, 0.0091, -0.0108
Si, 3.8888, 0.0274, 8.6682, 0, 0.0075, 0.001
Si, 7.7933, 0.0044, 8.6461, 0.004, 0.0039, -0.0049
Si, 1.9409, 1.3532, 8.7167, -0.0068, -0.012, -0.0082
Si, 5.8381, 1.3333, 8.6276, 0.0011, -0.0072, -0.0034
Si, 9.7396, 1.331, 8.6418, -0.0012, -0.0038, 0.0019
Si, 0.0339, 5.425, 8.7367, -0.0032, 0.0098, -0.0027
Si, 3.8683, 5.4342, 8.7489, -0.0022, 0.0078, -0.0103
Si, 7.7597, 5.4678, 8.6432, -0.0029, -0.0003, 0
Si, 1.9436, 6.8347, 8.727, 0.0056, -0.0039, 0.0001
Si, 5.7948, 6.8015, 8.7017, -0.0004, -0.0035, -0.0184
Si, 9.7242, 6.8014, 8.7181, -0.0029, -0.0121, -0.0029
Si, 1.9463, 2.6648, 10.6854, 0.0138, 0.0082, 0.0141
Si, 5.8361, 2.5963, 10.5921, -0.0107, 0.002, 0.0139
Si, 9.7217, 2.6115, 10.5989, -0.0076, 0.0041, 0.0089
Si, 0.0249, 4.0716, 10.7061, -0.0158, -0.0028, 0.0144
Si, 3.8988, 3.9709, 10.6457, -0.0062, -0.008, 0.0138
Si, 7.7974, 3.9317, 10.4196, 0.0233, -0.005, 0.0042
Si, 1.9633, 8.3505, 10.5658, -0.0062, 0.0078, 0.0081
Si, 5.8198, 8.2839, 10.5459, 0.0105, -0.0113, 0.0265
Si, 9.7703, 8.1743, 10.6533, 0.0101, 0.0032, 0.0081
Si, 0.0118, 9.676, 10.8369, 0.0028, -0.0028, 0.0241
Si, 3.8991, 9.6857, 10.6351, 0.0014, 0.0033, 0.0078
Si, 7.8137, 9.4732, 10.4813, -0.0104, -0.0044, 0.0154
Si, -0.041, 0.2092, 12.909, -0.0053, -0.0015, -0.0227
Si, 3.8684, -0.0547, 12.731, -0.0058, 0.0122, -0.0111
Si, 7.6914, -0.368, 12.5083, -0.001, 0.0069, -0.0145
Si, 1.9567, 1.4438, 12.7503, 0.0012, -0.0073, -0.0132
Si, 5.8897, 1.1631, 12.5225, 0.0049, -0.0039, -0.0154
Si, 9.4725, 1.2147, 12.5429, 0.0063, -0.0071, -0.0144
Si, 0.1694, 5.5994, 12.5721, -0.0011, -0.0086, -0.0157
Si, 3.9565, 5.5414, 12.386, -0.007, -0.0162, -0.0185
Si, 7.8894, 5.3848, 12.2041, -0.0038, -0.018, -0.0147
Si, 2.0648, 6.9646, 12.4185, 0.0018, 0.0029, -0.0064
Si, 5.9767, 6.6986, 12.2352, 0.0091, 0.0439, -0.0139
Si, 9.7229, 6.8049, 12.6049, -0.0097, 0.0034, -0.0134
O, -2.0997, 7.6824, 14.0129, -0.0109, 0.0073, 0.0095
O, 11.6152, -1.5755, 16.8277, -0.0001, -0.0013, -0.0075
O, -6.3469, 9.6841, 22.2776, -0.0003, 0.0005, 0.0015
O, 1.9891, 2.5513, 14.0099, -0.011, 0.0258, 0.0095
O, 6.2689, 13.1452, 13.7694, 0.0106, 0.0135, 0.0053
O, 7.4117, 8.7666, 26.486, -0.0118, 0.0006, 0.0046
O, 7.5615, 9.4953, 13.802, 0.0086, -0.017, 0.0134
O, -11.6109, 1.8285, 26.9729, 0.0047, 0.0008, 0.0092
O, -6.1249, 12.1814, 23.3315, -0.0027, 0.0031, 0.0032
O, 2.1295, 7.8521, 13.8418, 0.0062, 0.0066, 0.0023
O, 11.3466, 2.9131, 15.4826, 0.0005, 0.0049, -0.0051
O, 11.5865, 10.6628, 14.5143, -0.0132, -0.0068, 0.0456
O, 4.676, 3.4395, 22.055, 0.0038, 0.0001, -0.0013
O, 2.7352, 8.0421, 24.9859, -0.0013, 0.0016, 0.0094
O, 3.9575, 0.8457, 18.1173, -0.0013, -0.0009, -0.008
O, 2.7281, 7.6616, 28.4899, 0.0166, 0.0191, -0.007
O, -0.0959, 10.6446, 28.653, 0.0021, -0.004, -0.0072
O, 9.6413, 1.6822, 28.6361, -0.0008, 0.0025, -0.0072
O, 0.2181, 4.302, 28.2698, 0.0085, -0.0211, -0.006
O, -7.4209, -3.5251, 15.5033, 0.0034, -0.0031, -0.0082
O, 4.216, 4.3647, 29.1165, 0.0117, -0.0106, -0.0087
O, 7.6849, 10.0812, 28.7523, 0.0056, -0.0088, -0.0059
O, 9.3396, 8.0456, 28.2456, -0.0072, 0.0215, -0.0059
O, 5.8062, 13.1874, 28.6868, -0.0011, 0.0059, -0.0018
Si, 3.2386, -2.365, 14.8154, 0.0071, 0.0089, -0.0027
Si, 8.533, 9.348, 27.569, 0.0127, -0.0091, -0.0003
Si, 18.061, 3.9014, 16.7068, 0.0064, 0.0039, 0.0081
Si, -11.6382, -10.9101, 23.5279, -0.0025, -0.0034, -0.0044
Si, -5.7186, -2.1638, 25.8258, 0.0071, -0.0015, 0.0023
Si, 7.6409, 13.9355, 14.1878, -0.0025, -0.0186, -0.0015
Si, -9.1774, 17.8812, 22.034, 0.0038, 0.0022, -0.0067
Si, -6.122, -7.1458, 28.2593, 0.0019, 0.0151, 0.0053
Si, 12.9558, -2.5417, 24.1677, 0.0005, -0.0001, -0.0111
Si, 3.0552, 32.8687, 19.2262, -0.0029, -0.0054, 0.0013
Si, 3.5819, -6.9556, 25.8192, -0.0014, -0.0042, 0.0025
Si, 5.3896, 6.4974, 19.3802, 0.0025, 0.0021, 0.0019
Si, -3.3586, 8.8517, 20.0119, -0.0016, -0.0048, -0.0016
Si, -1.0174, 11.6342, 27.6997, -0.0008, 0.0012, -0.01
Si, 6.0177, 32.5272, 23.357, -0.0009, -0.0027, -0.0087
Si, 2.4404, 6.5524, 18.8713, -0.0001, 0.0017, 0.0039
Si, 4.2529, 2.3078, 23.1598, 0.0029, 0.0029, -0.0022
Si, 19.6144, 7.3426, 17.6386, -0.0037, 0.0021, 0.0048
Si, -10.5694, -7.9463, 27.6109, -0.0131, 0.0079, 0
Si, 15.6434, 8.6626, 28.3521, 0.0004, -0.0122, 0.0068
Si, 1.546, -1.8044, 17.3107, -0.002, 0.0047, 0.0079
Si, 1.0988, 3.6095, 14.8953, 0.0005, -0.0088, -0.006
Si, -2.6781, 6.8369, 22.096, -0.0039, 0.0042, -0.0073
Si, 1.8095, -7.0726, 17.7871, -0.0054, -0.0049, 0.0087
Si, -30.3455, 2.3777, 18.2959, 0.0031, 0.0021, 0.0077
Si, 15.4957, -4.011, 24.5652, 0.0065, -0.0049, -0.0088
Si, 10.7979, -22.3472, 15.9529, -0.0073, -0.0054, -0.0153
Si, -6.2874, 9.2433, 20.7089, -0.0045, -0.0003, -0.0029
Si, -3.0831, 8.6819, 14.8728, 0.0041, 0.0166, 0.0003
Si, -12.2625, 2.4727, 17.0014, -0.0007, -0.0066, 0.0147
Si, 8.6059, 4.018, 21.4627, 0.0021, -0.0027, -0.0067
Si, 11.6506, 27.8085, 23.2445, -0.0009, -0.001, -0.0052
Si, 8.834, 4.5164, 18.3664, -0.002, -0.0052, 0.007
Si, 20.4567, 9.6993, 22.6286, -0.0032, 0.0011, -0.0053
Si, 5.0913, 6.1733, 14.923, -0.007, 0.0107, 0.0124
Si, 11.1639, -7.9781, 22.9424, -0.0006, 0.0008, -0.0074
Si, 1.689, 1.3863, 21.6745, 0.0013, 0.0012, -0.0055
Si, 17.3134, 3.5998, 20.7994, -0.0004, -0.0026, -0.0026
O, 8.2639, -5.5733, 22.3683, 0.0015, 0.0004, 0.0051
O, 22.1321, 17.4755, 22.2052, 0.0008, -0.0004, 0.0018
O, 6.7747, -1.3477, 20.0594, -0.0009, -0.0005, 0.0004
O, 12.2368, 13.6803, 17.9768, 0.0044, 0.003, -0.0043
O, 4.0205, 28.2075, 18.4852, 0.001, -0.0013, -0.0054
O, -4.3916, 14.1454, 21.3138, -0.0031, -0.0002, 0.0012
O, -22.4462, 11.0457, 22.1004, 0.0015, -0.0003, 0.0013
O, 5.311, -2.8786, 29.1807, -0.0152, 0.0106, -0.0124
O, 8.6544, 8.6379, 18.4487, 0.0002, 0.0038, 0.0014
O, 0.7453, 13.6727, 21.8055, 0.0042, -0.0014, 0.0006
O, 16.2656, 8.9242, 26.8884, 0.0053, 0.0021, -0.0012
O, 8.3589, 18.2592, 20.6329, 0.0018, 0.0047, -0.0007
O, -2.5809, -4.9002, 17.7506, 0.0025, -0.0052, -0.0074
O, -6.4287, -3.3034, 20.5318, 0.0023, 0.004, -0.0005
O, 3.8506, 3.027, 24.5446, 0.0037, -0.007, -0.0066
O, 11.2811, 23.4992, 23.9389, -0.0005, -0.0008, 0.0008
O, -3.7976, 7.8123, 16.0777, -0.0012, -0.0044, 0
O, 14.0704, 7.012, 20.4284, -0.0002, -0.0001, 0.0098
O, -3.045, 8.1217, 23.0687, 0.0011, -0.0019, 0.0032
O, 2.3148, 1.1322, 20.2026, 0.0001, 0.0017, 0.0017
O, -2.2691, -1.0684, 15.6312, 0.0171, -0.0001, -0.0168
O, 13.1113, 5.2347, 18.6167, -0.0001, 0.0007, -0.0045
O, -2.4555, -6.4821, 19.9702, -0.0001, -0.0001, 0.0001
O, 3.5688, 10.1304, 28.8592, -0.0004, -0.004, -0.0016
O, -7.4331, 16.0712, 14.0184, 0.0125, 0.0073, 0.006
O, -6.6649, -7.1244, 26.7304, -0.0079, -0.0022, -0.0008
O, 9.5913, 21.4434, 26.9317, -0.0027, 0.0003, 0.0075
O, 3.7991, 6.7252, 22.9227, -0.0036, 0.0005, 0.0011
O, 5.8004, -0.8679, 24.852, -0.0025, 0.0091, -0.0015
O, 1.7365, 8.3429, 22.5623, 0, -0.0011, 0.0011
O, 5.3314, 13.4322, 19.662, -0.0001, 0.0034, 0.0014
O, 1.7365, 7.6545, 17.9217, 0.0001, -0.005, -0.0043
O, 1.8758, 2.284, 28.8123, -0.0053, 0.007, -0.0095
O, 5.6542, -5.8193, 20.2097, -0.0007, -0.0009, 0.0014
O, -5.4822, 6.9664, 13.9014, -0.0097, -0.0097, 0.006
O, 7.5842, 3.1915, 15.7843, -0.0099, 0.0075, 0.0012
O, 5.8442, 5.287, 16.0697, 0.0034, -0.0104, -0.0019
O, 10.5951, -10.0556, 16.8663, -0.0017, 0.0052, -0.0077
O, 9.0123, -19.6716, 13.8126, -0.0123, 0.0146, 0.0038
O, 4.0596, -0.9675, 19.9863, 0.0021, 0.0012, -0.0009
O, 6.8482, 4.6905, 28.513, -0.0194, -0.022, -0.0101
O, -0.3005, 15.3363, 23.7616, -0.0007, 0.0014, 0.0049
O, 1.9754, 15.0882, 16.1713, 0.0006, 0.0006, -0.0014
O, -4.3499, -6.7734, 18.1089, 0.0062, 0.0009, -0.0039
O, 3.5079, 5.5427, 25.3437, 0.0007, 0.0092, 0.0052
O, -13.4975, -18.8269, 22.1901, -0.0026, 0.0013, 0.0002
O, 1.8673, -0.7295, 18.4739, 0.0068, 0.0068, -0.0002
O, -2.4153, -1.1825, 21.0052, -0.0001, -0.0001, 0.0013
O, 9.7529, -7.5331, 17.6068, -0.0035, 0.005, -0.0082
O, 7.6648, 4.4985, 13.5889, -0.0015, 0.0041, 0.0059
O, 10.1299, 10.2442, 23.4269, 0.0044, 0.0018, 0.0003
O, -10.7967, 9.915, 24.5144, -0.0008, 0.0009, 0.0026
O, 5.2838, 2.8204, 16.9754, -0.0054, -0.0023, -0.0072
O, 11.8916, -14.7606, 24.394, -0.0005, -0.0012, 0.0056
O, -11.0416, -6.101, 13.9903, 0.0078, -0.009, 0.0033
O, 5.4174, -3.5112, 24.9757, -0.007, -0.0048, 0.0019
O, 14.1331, 9.3667, 16.0374, -0.0056, 0.0019, 0.0043
O, 13.035, 16.641, 22.4187, 0.0026, 0.0004, 0.0045
O, 15.6231, -1.2169, 13.9303, -0.0049, -0.0253, 0.0116
O, -9.4523, -7.3995, 26.5262, 0.0093, 0.0004, 0.0065
O, 14.5371, 1.4745, 22.7079, -0.0017, 0.0003, 0.0031
O, 18.1751, 6.9684, 18.3479, -0.005, -0.0006, -0.0017
O, 14.7868, -7.5824, 18.4446, -0.0003, 0, -0.0051
O, 7.6062, 10.6595, 23.0013, 0.0056, -0.0019, 0.0015

Results
free energy: -173367.506 eV
free energy less fixed offsets of O -568.88, Si -635.61 eV per atom: 2.274 eV

The program warned: the cutoff lies below the one the program advises for these potential files; the forces do not sum to zero within the program's tolerance; the exchange-correlation potential is rough where the density is thin.
